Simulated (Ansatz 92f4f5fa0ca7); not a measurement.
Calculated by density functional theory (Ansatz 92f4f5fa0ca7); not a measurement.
Periodic cell of 197 atoms, Si117O80, from a study of silicon, its oxide and their interface. The atomic structure is a simulated model.

Settings
functional: r2SCAN
potential files: Ansatz norm-conserving
basis: plane waves
wave-function cutoff: 1300 eV
density cutoff ratio: 4
exchange-correlation grid ratio: 1
k mesh: 2 x 2 x 1, shifted by 0.5 0.5 0.5 of a step
self-consistency stop: 5e-08 eV per atom in the density residual
occupations: Fermi-Dirac, 0.05 eV
spin: none
net charge: 0

Cell vectors (angstrom)
a	11.5403	0	0
b	0	11.5403	0
c	3.5561	-2.0996	26.4805

Atoms and the computed forces on them: element, x, y, z (angstrom), force x, y, z (eV/angstrom)
Si	2.5382	7.5552	-0.4702	0.0783	0.111	-0.1861
Si	3.0059	1.412	0.7014	-0.1966	-0.721	-0.1311
Si	0.8066	3.3137	0.1223	0.5765	-0.2487	-0.7629
Si	10.188	9.8217	-1.5283	0.0716	-0.002	-0.2044
Si	4.1947	3.4159	1.1788	0.3043	0.4291	-0.6436
Si	4.858	5.6074	-0.9352	-0.1642	0.0668	-0.3765
Si	11.385	7.9331	0.5129	0.1513	0.0482	-0.0356
Si	9.0169	1.5929	1.3864	-0.2552	-0.5123	0.162
Si	9.963	3.4537	0.2723	-0.425	-0.3344	-0.4346
Si	8.1018	11.3275	0.1693	-0.0603	0.5906	-0.3754
Si	7.2067	1.626	3.157	0.2007	-0.3756	-0.2232
Si	6.7559	6.8128	1.1775	-0.2735	-0.0363	-0.0643
Si	7.8579	9.7018	1.8538	0.1479	-0.0226	0.1127
Si	10.8106	0.8922	2.7622	0.0201	0.2631	-0.5181
Si	9.5724	5.497	1.3784	-0.1812	0.8934	0.2268
Si	13.6825	8.2005	2.387	0.0056	0.1094	-0.5622
Si	13.3394	0.5778	2.5688	-0.1624	-0.0782	-0.348
Si	13.7427	4.2273	2.0511	-0.2774	0.2595	0.0603
Si	6.5266	-0.7851	3.6068	-0.0142	0.1607	-0.1711
Si	5.5707	3.2922	3.1185	0.174	-0.0387	0.324
Si	6.034	5.5937	3.7831	-0.1633	0.2175	-0.3635
Si	10.0493	-1.1055	3.7526	0.0026	-0.6053	-0.3462
Si	10.2588	2.8132	4.0798	0.2411	0.0888	0.3431
Si	10.0356	5.2676	3.7278	0.237	-0.1083	-0.1007
Si	13.9808	-1.393	3.6585	-0.1006	-0.0274	0.0043
Si	13.7972	2.5122	3.7471	-0.2089	0.1546	0.2309
Si	13.8535	6.1476	3.5382	0.0098	-0.2132	-0.1001
Si	4.4497	-1.3295	4.8801	0.1211	0.0572	0.1664
Si	4.2148	2.5465	5.0091	0.1459	0.0049	-0.2553
Si	4.1544	6.1537	5.0792	0.0314	-0.0142	0.0638
Si	8.2055	-1.3111	5.1469	-0.2148	0.0396	0.3573
Si	8.2767	2.2793	5.1405	-0.0001	0.0502	-0.1837
Si	8.077	6.0274	4.9043	0.076	-0.0392	0.0199
Si	12.0472	-1.5377	4.9891	-0.0141	-0.1153	0.2084
Si	12.1336	2.4536	5.3373	0.033	0.4703	0.0943
Si	11.9776	6.0708	4.9463	-0.0528	-0.0019	-0.0671
Si	4.3061	8.206	6.2958	-0.0148	-0.0275	-0.0781
Si	4.3465	0.5446	6.3623	0.1152	0.0689	-0.0572
Si	4.1524	4.3197	6.5547	0.0273	0.029	0.0433
Si	8.1099	8.0901	6.2035	0.0434	-0.0205	-0.1259
Si	8.2646	0.4899	6.5841	0.0388	-0.0384	0.2367
Si	8.0085	4.2336	6.4005	-0.103	-0.085	0.2708
Si	11.9843	8.0465	6.2912	0.0445	-0.1386	-0.0587
Si	12.1178	0.3936	6.4235	-0.1255	0.007	-0.1153
Si	12.065	4.3825	6.5913	0.0272	-0.0677	-0.0161
Si	6.227	8.0893	7.6753	-0.039	0.0256	0.1211
Si	6.2546	0.5237	7.7777	-0.0675	-0.0856	-0.0364
Si	6.1308	4.2743	7.8445	0.0804	0.0412	-0.0245
Si	10.0292	8.1035	7.5625	0.1173	-0.0157	-0.0137
Si	10.2463	0.4916	7.7979	0.026	-0.0014	-0.1434
Si	10.0027	4.2789	7.6713	0.0567	0.0468	-0.1095
Si	13.8976	8.1531	7.751	-0.0259	0.07	-0.0648
Si	13.974	0.4868	7.8799	-0.0572	-0.0355	-0.0144
Si	13.885	4.3386	8.0605	0.0419	0.1016	0.0751
Si	6.2528	-1.4793	9.0101	-0.062	0.0426	-0.1772
Si	6.2426	2.3655	9.234	-0.0894	0.0817	-0.1049
Si	6.1211	6.2108	9.1964	0.0776	-0.0469	-0.2191
Si	10.2264	-1.5252	8.9178	-0.2225	-0.1207	0.1185
Si	10.2449	2.441	9.0832	-0.2139	0.0515	-0.0534
Si	9.8872	6.21	8.9255	-0.1537	-0.0871	-0.1049
Si	13.8959	-1.4939	9.2225	-0.0449	0.0021	0.0238
Si	13.8918	2.3813	9.3997	-0.0127	-0.0019	-0.0693
Si	13.864	6.3352	9.3213	0.0538	-0.0902	0.027
Si	4.3809	-1.4779	10.4447	-0.0281	-0.0578	-0.1383
Si	4.3602	2.2844	10.6572	0.1137	0.2499	0.0405
Si	4.2823	6.3736	10.7049	-0.0092	-0.19	0.6933
Si	8.2866	-1.5022	10.1794	0.2714	-0.0789	-0.3203
Si	8.3161	2.3668	10.3668	0.1904	0.0477	-0.1934
Si	8.094	6.1509	10.4702	0.0943	-0.179	-0.0058
Si	11.891	-1.4792	10.6172	-0.0628	-0.2164	-0.1088
Si	11.9146	2.4635	10.7737	-0.1538	-0.069	-0.0299
Si	11.6956	6.2509	10.3329	-0.0438	0.0504	-0.1962
Si	4.7147	8.3333	11.9216	0.2651	0.1642	0.0524
Si	4.6595	0.3351	11.8502	0.1808	-0.1088	-0.0241
Si	4.6054	3.7545	12.4849	-0.3053	-0.2677	-0.5342
Si	8.5886	8.167	11.5428	-0.1685	0.2481	0.3507
Si	8.8528	0.3662	11.4601	-0.2144	0.0419	0.2794
Si	8.6342	4.2	11.8216	-0.3409	-0.0361	-0.0412
Si	10.9871	8.0692	11.6397	0.1226	0.0039	0.3318
Si	11.3224	0.4523	11.9299	-0.1664	-0.0355	-0.0108
Si	11.1072	4.4984	11.8185	0.4105	0.1637	0.4881
Si	6.8457	8.7785	13.0478	0.7759	0.0469	0.4483
Si	6.9065	0.2716	12.7344	0.5174	-0.3246	0.8655
Si	6.8903	3.3098	13.3535	0.5094	-0.3287	0.4388
Si	13.2908	7.6666	14.7917	0.185	-0.3913	-0.1223
Si	12.51	0.4066	14.0718	-0.1433	-0.0383	0.2551
Si	12.5547	2.6015	16.2848	-0.2198	-0.0012	0.24
Si	3.7564	8.5605	14.0465	-0.4605	0.52	0.1185
Si	3.4717	0.1692	13.9012	-0.0669	-0.3261	0.3278
Si	3.8804	2.7685	15.1908	0.0173	-0.0673	0.1273
Si	5.5887	4.3762	15.632	-0.0491	-0.1892	0.1398
Si	12.2717	9.4304	15.986	0.0125	0.3147	0.2686
Si	10.09	5.0399	20.049	0.1279	-0.0534	0.2035
Si	11.4928	6.8428	13.5864	0.028	-0.1714	0.0384
Si	5.4092	7.3089	15.1189	0.3399	0.4677	-0.1239
Si	7.8516	-2.0747	19.9222	0.1918	0.0511	0.0089
Si	14.9786	-1.7653	22.9215	-0.0242	-0.1322	-0.0631
Si	13.8808	-2.1388	18.501	-0.1183	0.149	0.089
Si	6.109	0.7552	21.4957	0.0067	0.0624	0.1069
Si	12.6954	5.5127	16.7555	-0.1288	0.0155	0.1189
Si	8.7598	9.4079	25.4079	0.2193	-0.1096	0.0117
Si	12.4458	-1.9421	21.3165	-0.1582	-0.1185	0.1531
Si	7.7236	9.8155	22.7513	-0.046	-0.0957	0.0471
Si	11.0832	0.7317	21.5263	-0.0564	-0.1562	0.032
Si	8.5961	0.8818	20.0289	-0.0883	0.0568	0.0493
Si	5.869	6.3009	17.8582	-0.2362	0.0807	0.446
Si	8.1386	6.7909	18.3688	-0.0761	0.0915	0.1931
Si	12.4529	6.6149	21.0264	-0.0777	0.0119	0.2173
Si	15.6993	1.2141	23.5924	0.0823	0.052	-0.309
Si	7.5027	7.223	24.0512	-0.0419	-0.1293	-0.2243
Si	10.311	7.3171	16.3178	0.0438	0.1598	-0.1579
Si	12.8507	2.0865	23.7795	-0.0757	0.153	-0.394
Si	10.9905	2.2326	18.98	0.0251	0.0499	0.0748
Si	12.2735	5.2004	23.6001	-0.0911	0.1317	-0.2119
Si	16.3468	-1.5099	20.2447	0.0021	0.0228	0.0696
Si	9.3175	4.8969	23.0899	-0.0728	0.1643	-0.0316
Si	2.9619	6.4939	18.8001	-0.1062	0.0977	0.3038
O	0.966	7.1859	-0.4094	-0.0907	0.0845	0.2671
O	9.0036	10.858	-1.1314	-0.2177	-0.0995	0.2515
O	10.9769	9.3399	-0.1927	-0.1156	-0.2008	0.0702
O	3.02	8.1693	0.9694	-0.41	-0.1345	0.1878
O	7.9404	5.7095	1.2671	0.1697	0.0229	-0.047
O	5.9008	6.5779	-0.1685	0.1301	0.0013	0.2025
O	12.0841	8.2951	1.9373	0.1377	-0.0989	-0.0374
O	7.3079	8.3222	1.197	0.206	-0.1227	-0.02
O	5.7936	6.6026	2.467	0.2163	-0.3503	0.1095
O	9.3766	9.4427	2.5231	-0.1128	0.4625	0.1286
O	10.1856	6.8768	0.7071	-0.0815	-0.2151	0.0574
O	4.2118	5.2463	11.9432	0.2051	0.1405	-0.3781
O	3.5049	3.3021	13.6573	0.1814	0.2436	0.0312
O	14.1859	2.7388	16.2666	-0.0503	-0.1139	-0.3031
O	11.71	5.1966	13.242	-0.6152	0.5289	-0.4341
O	3.3603	6.2164	-0.8078	0.1595	-0.03	0.0905
O	12.6331	5.3712	22.038	-0.1166	0.1279	0.1091
O	1.6363	1.8678	-0.1211	-0.0811	0.897	0.3088
O	6.8743	8.4894	23.2312	0.3594	0.1604	0.1206
O	10.6807	5.4661	23.7804	0.0927	-0.1916	-0.1139
O	8.8206	3.586	23.9485	0.0201	0.1836	0.374
O	4.8361	4.1359	-0.2395	-0.2116	-0.2727	0.6038
O	0.9342	3.944	-1.4246	-0.1222	-0.2341	0.4702
O	10.1502	9.7067	26.1638	0.0838	-0.2198	-0.1413
O	14.7604	-3.0182	23.9472	-0.1495	0.0349	0.0352
O	2.7128	8.6593	-1.6391	0.2154	-0.1505	0.304
O	12.1443	-3.4893	21.7582	0.1789	0.0482	-0.2507
O	6.2283	-2.1942	19.8663	-0.0032	0.1438	0.0328
O	12.6409	3.6853	24.0194	-0.0274	-0.1395	0.0661
O	6.8135	7.8211	14.4014	-0.5803	-0.0294	-0.0675
O	6.8232	-0.446	22.3499	0.0053	-0.0105	-0.1096
O	6.9642	3.8843	14.9027	-0.1309	0.1011	-0.0565
O	6.9865	10.3632	13.6033	-0.535	-0.0871	-0.7516
O	10.2876	6.9529	14.7232	0.0995	-0.1689	0.1828
O	5.8929	4.7951	17.1792	-0.1414	0.416	-0.3581
O	10.8015	8.8809	16.4985	0.071	-0.2182	-0.0279
O	12.0921	1.7152	15.0007	0.2466	-0.0305	-0.0086
O	8.8499	6.9719	16.907	0.115	-0.0598	0.1577
O	14.114	-3.6697	18.0225	0.1226	-0.1575	0.0514
O	4.2591	1.1858	14.9563	-0.3456	0.0039	-0.1503
O	7.0393	1.6612	13.6351	-0.3686	0.6063	-0.3941
O	5.1113	5.7247	14.7904	0.2617	-0.0445	0.4875
O	8.7983	5.5655	19.2224	0.1352	0.1837	-0.0999
O	15.6066	-0.4343	23.627	-0.0618	0.1482	-0.1034
O	12.8696	-1.9916	19.7574	0.1877	-0.0551	-0.0452
O	8.31	-0.6004	19.4028	-0.0549	-0.042	0.257
O	12.0428	4.1328	16.2162	0.2395	0.0746	0.011
O	9.5972	4.5294	21.5288	0.1114	0.0976	-0.0548
O	13.1661	-1.4404	17.2151	-0.0638	-0.2367	-0.0747
O	13.5465	-1.3191	22.3184	0.1387	-0.0809	-0.0328
O	3.7217	10.1833	14.4723	0.02	-0.2191	-0.2422
O	11.6735	1.4467	22.8526	0.1624	0.0284	0.0327
O	11.7404	1.4337	20.1991	-0.3324	0.0546	-0.0163
O	15.8442	-2.251	21.6182	-0.0842	0.3021	-0.0716
O	11.9987	-0.9272	14.8954	0.206	0.1137	-0.1417
O	4.9861	0.076	20.5392	0.1796	-0.1792	0.0999
O	12.8267	1.3697	25.2278	0.35	0.0268	0.4291
O	8.4873	-2.2265	21.4157	-0.2617	0.1712	-0.0584
O	13.5986	6.2533	15.6261	0.0697	-0.1078	0.3527
O	13.8914	6.6723	20.2888	-0.0863	0.0279	-0.3183
O	8.7067	10.2178	23.9845	-0.1577	-0.1992	0.1104
O	11.417	6.4399	17.1354	0.0837	-0.0278	-0.2235
O	7.4843	9.7958	26.3358	-0.0746	0.2497	-0.0934
O	11.8929	1.9843	17.6508	0.033	0.1586	-0.203
O	11.1462	6.2782	20.1295	0.0409	-0.1449	0.0414
O	15.3269	-1.5804	18.9856	-0.1499	-0.1543	0.1035
O	8.635	7.815	25.0714	-0.1866	0.1543	-0.0775
O	13.1171	6.3441	24.3641	0.0253	0.0568	0.126
O	14.2874	1.8271	23.0593	0.0234	-0.1106	0.3081
O	8.4183	-3.3058	19.0706	-0.0305	-0.0961	-0.0384
O	9.4726	0.9214	21.4104	0.1128	-0.0559	-0.2942
O	11.2352	-0.8909	21.4903	0.1947	0.1596	-0.0736
O	5.5687	7.4714	16.7384	-0.0757	-0.5505	-0.1919
O	8.199	6.0866	23.1191	0.1098	-0.0249	0.2281
O	4.5757	6.2989	18.8975	0.1128	0.0107	-0.4677
O	10.8556	3.8207	19.3012	-0.0861	-0.0827	-0.0051
O	9.4414	1.6754	18.8793	0.159	-0.0306	0.2878
O	7.1729	1.5279	20.5302	0.0653	-0.3139	0.0628
O	13.6834	5.2999	18.047	0.0214	0.1469	-0.2681
O	5.3437	1.6959	22.5681	-0.1274	-0.2971	0.0499

Results
free energy: -50909.988 eV
free energy less fixed offsets of O -463.61, Si -117.95 eV per atom: -21.038 eV
pressure: -1.92 GPa
stress xx, yy, zz, yz, xz, xy (GPa, positive in tension): 2.16, 2.38, 1.23, -0.11, -0.21, 0.58
